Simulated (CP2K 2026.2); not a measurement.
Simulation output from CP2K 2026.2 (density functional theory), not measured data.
Periodic cell of 504 atoms, Si360O144, from a study of silicon, its oxide and their interface. The atomic structure is a simulated model.
Doubt: the forces sum to 2.37 eV/angstrom along one axis rather than to zero, so they err by at least 0.0047 eV/angstrom per atom on average; the grid cutoff is modest.

Settings: functional PBE; method Gaussian and plane waves; basis set DZVP-MOLOPT-SR-GTH; pseudopotentials GTH-PBE; grid cutoff 350 Ry, relative cutoff 50 Ry; k points Gamma only; occupations fixed; spin none; net charge 0.

Cell vectors (angstrom)
a	16.32	0	0
b	0	16.32	0
c	-2.3006	-4.4964	34.1405

Atoms and the computed forces on them: element, x, y, z (angstrom), force x, y, z (eV/angstrom)
Si	1.039	15.163	0.003	0.021	-0.213	-0.488
Si	1.591	-3.057	34.118	-0.001	-0.007	-0.177
Si	1.778	3.762	0.052	-0.107	0.188	-0.365
Si	4.493	6.577	0.17	0	0.031	-0.415
Si	1.079	9.686	0.037	0.155	-0.041	-0.433
Si	2.115	7.452	34.104	-0.2	-0.005	-0.367
Si	7.012	14.664	0.091	0.096	0.035	-0.134
Si	9.748	1.21	0.039	-0.021	-0.03	-0.246
Si	6.553	4.275	0.268	-0.004	-0.017	-0.414
Si	9.69	6.583	0.135	0.043	0.029	-0.299
Si	6.629	9.714	0.111	0.044	-0.086	-0.137
Si	9.211	12.5	0.206	0.062	-0.025	-0.144
Si	11.918	15.278	0.098	0.175	-0.143	-0.234
Si	15.16	1.115	0.054	-0.109	0.119	-0.411
Si	12.009	4.452	0.011	0.096	-0.091	-0.216
Si	14.702	7.148	0.1	0.04	-0.004	-0.276
Si	12.456	9.3	0.184	-0.015	0.019	-0.317
Si	15.197	11.912	0.205	-0.098	0.123	-0.351
Si	2.692	-0.072	1.331	-0.089	0.11	-0.115
Si	5.373	2.646	1.452	-0.059	0.024	-0.261
Si	2.809	5.413	1.391	0.032	-0.036	-0.136
Si	5.543	8.149	1.528	-0.013	0.145	-0.227
Si	2.744	10.855	1.298	0.028	0.004	-0.239
Si	5.45	13.516	1.417	0.108	-0.01	-0.15
Si	8.161	0.011	1.371	0.021	-0.103	-0.271
Si	10.942	2.762	1.353	-0.032	0.09	-0.182
Si	8.161	5.437	1.518	0.025	0.001	-0.193
Si	10.865	8.138	1.482	0.059	-0.022	-0.201
Si	8.108	10.903	1.529	0.003	0.039	-0.3
Si	10.854	13.648	1.444	-0.061	0.028	-0.199
Si	13.585	0.017	1.423	-0.053	-0.095	-0.179
Si	0.036	2.725	1.31	0.129	-0.078	-0.046
Si	13.595	5.508	1.406	-0.054	0.069	-0.224
Si	-0.009	8.184	1.465	-0.11	-0.047	-0.162
Si	13.608	10.836	1.535	0.016	-0.086	-0.175
Si	0	13.58	1.428	-0.02	-0.027	-0.166
Si	1.353	1.332	2.747	-0.005	-0.022	0.029
Si	4.08	4.057	2.84	0.026	-0.02	0.172
Si	1.383	6.763	2.738	0.019	0.011	-0.002
Si	4.051	9.493	2.772	-0.01	0.026	0.051
Si	1.432	12.247	2.752	0.022	-0.068	0.053
Si	4.065	14.913	2.723	0.023	0.038	0.026
Si	6.789	1.324	2.766	0.07	-0.004	0.094
Si	9.536	4.032	2.8	0.045	-0.03	0.086
Si	6.88	6.825	2.902	0.028	0.011	0.16
Si	9.523	9.534	2.826	0.008	-0.006	-0.013
Si	6.756	12.23	2.895	-0.056	-0.053	0.15
Si	9.511	14.998	2.828	-0.054	0.058	0.082
Si	12.289	1.426	2.779	-0.051	0.043	0.112
Si	14.996	4.1	2.705	-0.023	-0.028	-0.056
Si	12.245	6.794	2.86	-0.046	0.02	0.115
Si	14.982	9.508	2.889	0.037	0.013	0.273
Si	12.227	12.259	2.796	-0.026	0.031	0.006
Si	14.916	14.918	2.782	-0.004	0.007	0.084
Si	-0.016	-0.026	4.142	0.041	0.053	-0.082
Si	2.699	2.683	4.181	-0.015	0.066	-0.088
Si	0.018	5.427	4.123	0.005	0.012	0.06
Si	2.71	8.126	4.152	0.038	0.06	0.009
Si	0.056	10.906	4.181	-0.059	-0.052	-0.099
Si	2.745	13.597	4.168	-0.033	-0.08	-0.011
Si	5.423	-0.042	4.125	0.017	0.026	-0.005
Si	8.151	2.683	4.16	0.042	0.015	-0.007
Si	5.469	5.431	4.2	-0.028	-0.065	-0.05
Si	8.212	8.188	4.254	-0.06	-0.05	0.004
Si	5.388	10.842	4.215	0.045	0.065	-0.083
Si	8.152	13.616	4.214	0.019	0.023	-0.083
Si	10.908	0.051	4.166	-0.054	-0.057	-0.087
Si	13.658	2.763	4.144	-0.062	-0.069	0.031
Si	10.877	5.406	4.205	0.068	0.036	-0.105
Si	13.607	8.149	4.245	0.015	-0.012	-0.102
Si	10.886	10.896	4.18	-0.019	-0.009	0.034
Si	13.585	13.586	4.187	0.045	0.042	0.038
Si	1.399	-1.32	16.515	-0.017	0	0.008
Si	4.1	1.371	16.56	-0.029	0.016	0.054
Si	1.367	4.037	16.525	0.041	-0.014	0.036
Si	4.069	6.775	16.538	-0.001	0.03	0.032
Si	1.354	9.51	16.532	0.024	-0.031	0.013
Si	4.095	12.242	16.505	-0.005	0.058	0.002
Si	6.844	-1.36	16.565	0.014	-0.063	0.04
Si	9.54	1.352	16.597	0.036	0.006	0.062
Si	6.808	4.08	16.566	0.012	-0.034	0.053
Si	9.527	6.795	16.527	-0.021	-0.008	0.016
Si	6.82	9.521	16.507	-0.016	-0.004	0.054
Si	9.516	12.233	16.553	-0.001	-0.013	0.058
Si	12.255	-1.351	16.569	0.022	-0.008	0.051
Si	14.995	1.374	16.566	-0.025	-0.014	0.049
Si	12.278	4.081	16.577	-0.026	-0.027	0.048
Si	14.905	6.741	16.515	0.021	0.061	-0.005
Si	12.196	9.501	16.523	-0.035	0.101	0.01
Si	14.954	12.246	16.533	-0.004	-0.025	0.014
Si	2.727	0.036	17.938	0.041	-0.057	0.123
Si	5.462	2.714	17.96	0.02	0.048	-0.002
Si	2.734	5.359	17.897	-0.068	-0.003	0.053
Si	5.427	8.186	17.858	0.01	-0.015	-0.002
Si	2.734	10.898	17.876	0.01	-0.015	-0.015
Si	5.476	13.566	17.889	-0.017	-0.002	0.152
Si	8.189	-0.014	17.996	-0.042	0.01	-0.075
Si	10.93	2.72	17.952	-0.007	-0.008	0.099
Si	8.152	5.481	17.914	0.148	0.008	0.03
Si	10.887	8.112	17.932	-0.089	0.003	0.043
Si	8.182	10.834	17.926	-0.047	0.068	0.144
Si	10.85	13.628	17.928	0.068	-0.07	-0.092
Si	13.664	-0.011	17.935	-0.068	0.061	0.067
Si	0.024	2.734	17.97	0.076	-0.029	0.05
Si	13.613	5.42	18.014	0.015	0.015	0.063
Si	-0.06	8.114	17.823	-0.1	-0.051	0.055
Si	13.518	10.907	17.865	0.029	-0.115	0.046
Si	0.049	13.622	17.846	0.028	0.041	-0.007
Si	1.383	1.393	19.38	0.085	0.085	-0.004
Si	4.11	4.067	19.363	-0.132	0.012	0.026
Si	1.257	6.685	19.161	-0.054	-0.09	-0.201
Si	4.085	9.539	19.241	0.106	0.135	-0.074
Si	1.378	12.273	19.219	0.083	0.078	0.006
Si	4.135	-1.355	19.244	0.034	-0.028	-0.137
Si	6.822	1.359	19.349	-0.065	-0.061	-0.062
Si	9.561	4.148	19.275	-0.065	0.077	-0.23
Si	6.755	6.856	19.259	0.017	-0.027	-0.075
Si	9.513	9.434	19.323	0.01	0.015	-0.09
Si	6.802	12.182	19.314	-0.088	-0.092	-0.087
Si	9.54	-1.38	19.385	0.003	-0.007	0.085
Si	12.329	1.352	19.34	0.049	0.012	-0.116
Si	-1.294	4.082	19.411	-0.027	0.052	-0.044
Si	12.22	6.79	19.382	0.031	-0.002	-0.051
Si	14.839	9.458	19.154	-0.052	-0.043	-0.227
Si	12.193	12.279	19.29	-0.048	-0.028	-0.045
Si	-1.242	-1.368	19.278	0.045	0.03	-0.079
Si	0.081	-0.029	20.75	0.13	-0.088	0.204
Si	2.781	2.71	20.823	0.086	-0.11	0.146
Si	0.053	5.449	20.818	0.03	0.106	0.118
Si	2.594	8.132	20.32	0.019	0.022	0.235
Si	-0.125	10.886	20.349	-0.046	0.056	0.325
Si	2.807	13.586	20.603	-0.033	0.012	0.206
Si	5.451	-0.023	20.709	0.008	-0.078	0.137
Si	8.165	2.822	20.598	0.068	0.014	0.096
Si	5.404	5.573	20.678	-0.005	-0.019	0.174
Si	8.063	8.134	20.724	-0.007	-0.009	0.214
Si	5.435	10.794	20.751	-0.012	-0.003	0.198
Si	8.141	13.543	20.719	-0.12	-0.091	0.232
Si	10.958	-0.008	20.723	0.139	0.043	0.074
Si	13.731	2.682	20.781	-0.03	-0.122	0.11
Si	10.876	5.444	20.782	-0.106	0.008	0.146
Si	13.584	8.17	20.721	-0.022	0.133	0.203
Si	10.864	10.834	20.643	-0.055	-0.014	0.139
Si	13.666	-2.696	20.583	0.019	-0.141	0.146
Si	1.739	-1.198	22.016	-0.018	-0.051	0.105
Si	3.929	1.051	22.17	-0.111	0.015	0.072
Si	1.755	4.391	22.148	-0.034	-0.165	0.436
Si	3.718	6.823	21.848	-0.124	0.153	0.187
Si	1.069	9.357	21.569	-0.025	0.246	0.237
Si	4.332	12.443	22.015	-0.008	-0.054	0.191
Si	6.543	-1.63	22.054	0.171	0.162	0.293
Si	9.851	1.743	21.824	-0.13	-0.088	0.555
Si	6.914	4.315	21.966	0.039	-0.011	0.328
Si	9.127	6.512	22.036	0.1	0.025	0.313
Si	6.895	9.6	22.26	-0.116	0.038	0.331
Si	9.168	11.805	21.953	0.301	0.159	0.163
Si	12.681	-1.097	21.972	-0.259	-0.179	0.446
Si	-1.415	1.104	22.193	0.091	0.003	0.42
Si	12.138	3.86	22.028	0.01	0.07	0.398
Si	-1.065	7.159	22.053	0.033	-0.012	0.441
Si	12.451	9.798	22.055	-0.088	0.063	0.231
Si	14.733	11.944	21.852	0.179	0.064	0.195
Si	9.583	4.61	25.854	-0.026	-0.176	0.619
Si	9.44	12.761	24.794	-0.04	-0.033	0.652
Si	2.531	10.954	23.986	-0.088	-0.118	0.16
Si	9.372	7.449	25.056	-0.081	-0.119	0.546
Si	4.445	2.498	29.697	-0.088	-0.244	-0.348
Si	0.395	13.078	24.113	-0.26	0.081	0.379
Si	1.455	3.943	25.319	0.161	0.287	0.567
Si	6.769	9.01	25.394	-0.018	-0.009	0.565
Si	12.618	4.479	25.07	-0.13	-0.102	0.606
Si	13.608	2.155	26.93	-0.091	0.015	0.48
Si	1.686	2.611	31.357	0.04	-0.086	-0.575
Si	-1.149	9.546	31.153	-0.204	0.116	-0.601
Si	13.622	4.023	29.323	-0.076	0.064	-0.365
Si	11.949	8.961	25.052	0.008	0.021	0.532
Si	8.562	1.266	29.571	0.001	0.077	-0.19
Si	0.154	-1.844	29.247	0.061	-0.004	-0.177
Si	2.608	7.974	28.517	0.126	0.004	-0.051
Si	4.351	3.885	26.768	-0.054	0.298	0.442
Si	12.022	-2.035	24.863	0.203	0.112	0.549
Si	5.532	-2.057	32.124	0.077	0.29	-0.326
Si	1.146	7.688	31.139	0.103	-0.207	-0.596
Si	5.641	-2.044	27.357	-0.104	-0.032	0.163
Si	4.809	6.949	26.748	0.03	-0.131	0.406
Si	3.404	11.876	31.964	-0.059	-0.072	-0.349
Si	9.187	0.172	26.797	0.148	-0.018	0.365
Si	6.201	11.163	27.628	0.006	0.024	0.243
Si	2.619	-2.541	27.924	0.03	0.037	0.09
Si	8.882	6.935	29.258	-0.047	-0.012	-0.521
Si	2.994	8.14	24.549	-0.055	-0.354	0.505
Si	8.692	9.823	28.922	-0.041	-0.007	-0.246
Si	-0.496	0.452	31.321	0.179	-0.017	-0.572
Si	6.01	-0.184	29.664	0.053	0.385	-0.336
Si	12.081	-0.416	27.154	0.062	0.141	0.296
Si	6.137	3.882	31.983	-0.169	-0.116	-0.401
Si	10.883	-0.295	31.159	-0.144	0.186	-0.556
Si	14.348	6.978	25.115	-0.043	0.108	0.572
Si	0.789	6.91	26.066	0.195	0.091	0.441
Si	3.28	10.966	28.872	0.061	-0.116	-0.439
Si	13.19	1.809	31.273	-0.158	0.213	-0.586
Si	7.207	-1.607	24.989	0	0.016	0.542
Si	10.712	11.029	26.897	0.034	0.08	0.343
Si	-1.852	12.242	29.596	0.091	-0.022	-0.359
Si	10.485	10.378	31.277	-0.09	0.035	-0.559
Si	5.777	2.466	24.334	0.055	0.04	0.425
Si	-0.265	1.386	25.214	-0.125	-0.179	0.648
Si	-0.324	4.839	31.227	-0.085	0.078	-0.568
Si	11.899	-3.101	31.21	0.131	-0.212	-0.604
Si	8.294	6.152	32.145	0.197	0.108	-0.358
Si	12.455	8.089	31.424	-0.025	-0.212	-0.619
Si	9.127	4.21	28.911	0.011	-0.124	-0.127
Si	12.816	-3.247	27.308	0.021	-0.043	0.268
Si	0.42	-1.418	26.308	-0.007	0.017	0.556
Si	11.422	5.861	29.523	0.038	-0.005	-0.419
Si	8.692	1.972	24.605	0.33	0.089	0.604
Si	1.361	14.952	5.531	-0.012	0.007	-0.064
Si	4.085	1.325	5.53	-0.011	0.024	-0.045
Si	1.35	4.07	5.538	0.017	-0.055	-0.046
Si	4.084	6.79	5.55	-0.018	-0.011	-0.054
Si	1.377	9.506	5.55	0.001	0.002	-0.054
Si	4.069	12.236	5.577	0.008	-0.018	-0.038
Si	6.779	14.968	5.561	0.018	-0.042	-0.029
Si	9.525	1.362	5.554	0.001	-0.011	-0.024
Si	6.815	4.054	5.556	0.018	0.026	-0.023
Si	9.544	6.784	5.59	0.03	0.022	-0.014
Si	6.792	9.52	5.585	-0.003	-0.006	-0.012
Si	9.525	12.245	5.566	-0.024	0.015	-0.026
Si	12.243	14.976	5.545	-0.009	0.006	-0.037
Si	14.975	1.361	5.529	0.007	-0.004	-0.065
Si	12.273	4.07	5.556	-0.01	0.03	-0.042
Si	14.991	6.768	5.555	-0.048	0.023	-0.03
Si	12.238	9.533	5.574	0.035	-0.01	-0.024
Si	14.978	12.241	5.55	0.013	0.001	-0.035
Si	2.721	-0.016	6.914	0.005	0.001	0.011
Si	5.441	2.695	6.913	0.017	0.002	-0.007
Si	2.719	5.426	6.915	0.014	0.019	0.001
Si	5.436	8.145	6.941	0.021	-0.005	-0.001
Si	2.718	10.868	6.94	-0.005	-0.001	0.014
Si	5.437	13.597	6.937	0.013	-0.008	0.011
Si	8.16	0.001	6.923	0.006	0.011	0.002
Si	10.897	2.714	6.922	-0.005	-0.007	0.009
Si	8.167	5.42	6.937	-0.007	-0.004	0.007
Si	10.895	8.158	6.95	0	-0.018	0.001
Si	8.16	10.886	6.943	-0.015	0.014	-0.008
Si	10.89	13.611	6.926	-0.011	0	0.007
Si	13.613	0.007	6.914	-0.015	-0.005	0
Si	0.005	2.71	6.919	-0.002	0.014	0.024
Si	13.622	5.428	6.935	0.006	-0.008	0.007
Si	0.015	8.148	6.924	0.004	0.013	-0.001
Si	13.618	10.885	6.931	-0.002	-0.013	0.002
Si	0.01	13.602	6.924	-0.026	-0.005	0.003
Si	1.369	1.351	8.292	0.006	0.008	-0.005
Si	4.084	4.064	8.286	-0.005	-0.006	-0.007
Si	1.371	6.789	8.3	-0.003	0.005	-0.003
Si	4.081	9.512	8.312	0.012	0.025	-0.001
Si	1.358	12.234	8.305	-0.01	-0.03	0
Si	4.077	14.955	8.306	-0.002	-0.013	0.002
Si	6.806	1.355	8.301	0.007	0.001	-0.001
Si	9.536	4.067	8.303	0.022	0.033	0.003
Si	6.801	6.782	8.304	-0.018	-0.008	0.008
Si	9.522	9.518	8.31	-0.007	-0.019	0.007
Si	6.801	12.245	8.313	0.018	0.004	0.008
Si	9.523	14.964	8.298	-0.014	-0.028	-0.003
Si	12.25	1.353	8.297	-0.017	-0.01	0.002
Si	14.972	4.064	8.305	-0.025	-0.01	0.008
Si	12.26	6.792	8.307	0.015	0.038	0.007
Si	14.972	9.511	8.298	-0.02	-0.009	0.001
Si	12.253	12.248	8.298	0.011	0.011	0.002
Si	14.968	14.963	8.294	0.032	0.007	-0.001
Si	0.01	-0.004	9.672	-0.016	-0.005	-0.007
Si	2.73	2.71	9.668	0.006	0.004	-0.004
Si	0.009	5.43	9.673	0.006	0.008	-0.001
Si	2.722	8.15	9.682	0.004	-0.002	0.005
Si	0.001	10.874	9.681	0.005	0.012	0.002
Si	2.721	13.591	9.679	0	-0.003	-0.003
Si	5.447	-0.005	9.673	0.006	0.004	0.001
Si	8.172	2.71	9.675	-0.008	0	0.008
Si	5.442	5.42	9.674	0.01	0.013	0.003
Si	8.16	8.149	9.675	-0.001	0.005	0.003
Si	5.441	10.877	9.68	0.003	-0.02	-0.001
Si	8.168	13.606	9.676	0.004	0.001	0.004
Si	10.887	-0.002	9.673	0.002	0	0.003
Si	13.606	2.709	9.675	0.007	0.01	0.003
Si	10.892	5.431	9.675	-0.011	-0.007	-0.002
Si	13.613	8.156	9.677	0.001	-0.008	0.003
Si	10.89	10.884	9.671	-0.001	-0.002	0
Si	13.61	13.606	9.675	-0.013	-0.01	0.007
Si	1.367	-1.364	11.051	0.009	-0.014	-0.002
Si	4.093	1.357	11.047	0	-0.002	-0.001
Si	1.371	4.071	11.042	-0.006	0.008	-0.004
Si	4.084	6.784	11.05	-0.002	0.006	-0.003
Si	1.361	9.512	11.057	0	0.003	-0.002
Si	4.084	12.237	11.055	-0.006	-0.002	0.001
Si	6.813	-1.355	11.051	-0.003	-0.015	0.001
Si	9.531	1.354	11.055	0.004	-0.004	0.002
Si	6.811	4.068	11.051	0.007	-0.003	0
Si	9.523	6.786	11.045	0.002	0.019	0.004
Si	6.801	9.512	11.047	-0.004	0.01	0
Si	9.53	12.245	11.045	-0.008	-0.001	-0.001
Si	12.248	-1.357	11.051	-0.001	-0.012	-0.004
Si	14.967	1.351	11.046	0.005	-0.001	0.001
Si	12.246	4.068	11.049	-0.001	0.006	0.008
Si	14.967	6.789	11.048	0	0.012	0
Si	12.247	9.518	11.044	0.006	-0.006	0
Si	14.962	12.239	11.054	-0.001	-0.006	-0.004
Si	2.737	-0.005	12.416	-0.01	0.003	-0.007
Si	5.456	2.709	12.429	-0.004	0	0.003
Si	2.724	5.427	12.426	0.005	-0.003	0.003
Si	5.446	8.145	12.421	-0.005	0.01	-0.003
Si	2.722	10.875	12.429	0.003	-0.002	-0.001
Si	5.452	13.604	12.417	0.016	0.005	-0.006
Si	8.173	-0.001	12.436	-0.008	-0.002	0.006
Si	10.891	2.712	12.433	-0.007	0.01	0.002
Si	8.174	5.423	12.43	-0.013	0.017	0.006
Si	10.881	8.153	12.409	-0.001	-0.009	-0.008
Si	8.163	10.882	12.407	0.014	-0.022	-0.006
Si	10.888	13.603	12.425	-0.001	0.001	0.001
Si	13.604	0.004	12.43	0.014	-0.008	0.006
Si	0.011	2.71	12.411	-0.006	0.007	-0.009
Si	13.605	5.427	12.419	0.007	0.008	-0.002
Si	-0.002	8.149	12.429	-0.001	-0.01	-0.002
Si	13.6	10.877	12.427	-0.012	0.005	0.004
Si	0.001	13.603	12.428	0.011	-0.014	-0.005
Si	1.375	1.355	13.779	0.015	-0.015	-0.01
Si	4.091	4.069	13.796	-0.009	0.018	0.001
Si	1.351	6.779	13.799	0.001	0.032	-0.001
Si	4.084	9.505	13.794	0.009	-0.011	-0.009
Si	1.363	12.244	13.8	-0.012	0.003	-0.014
Si	4.109	-1.348	13.795	-0.019	-0.025	-0.004
Si	6.818	1.359	13.818	0.005	-0.003	0.003
Si	9.533	4.064	13.816	0.021	-0.019	0.005
Si	6.808	6.786	13.795	0.012	-0.007	0
Si	9.52	9.519	13.773	-0.037	0.038	-0.009
Si	6.814	12.246	13.784	-0.021	0.001	-0.002
Si	9.539	-1.357	13.81	0.013	-0.031	-0.006
Si	12.252	1.362	13.817	-0.014	-0.003	0.01
Si	14.966	4.059	13.784	0.023	-0.005	0.002
Si	12.229	6.782	13.781	-0.009	0.036	-0.003
Si	14.95	9.505	13.801	0.023	0	-0.004
Si	12.238	12.24	13.801	0.024	-0.017	0
Si	14.965	-1.351	13.804	-0.026	0.003	-0.001
Si	0.013	0.021	15.164	0.038	0.004	-0.014
Si	2.737	2.698	15.159	-0.028	-0.005	-0.034
Si	-0.007	5.405	15.168	-0.015	0.009	-0.02
Si	2.714	8.142	15.163	-0.013	-0.004	0.008
Si	-0.007	10.876	15.163	-0.002	0.004	0.02
Si	2.739	13.617	15.15	0.031	-0.003	-0.003
Si	5.465	-0.002	15.197	-0.003	-0.003	0.012
Si	8.178	2.71	15.206	-0.01	0.014	0.006
Si	5.449	5.427	15.174	-0.011	0.005	-0.002
Si	8.176	8.153	15.148	0.032	0.026	-0.02
Si	5.455	10.878	15.144	0.004	0.001	-0.016
Si	8.174	13.597	15.171	-0.006	0.011	-0.006
Si	10.892	0.006	15.197	0.005	0.007	-0.017
Si	13.623	2.72	15.19	0.005	0.01	-0.009
Si	10.901	5.422	15.185	-0.022	0.012	-0.01
Si	13.57	8.14	15.159	0.005	-0.034	0
Si	10.86	10.878	15.157	0.001	-0.048	-0.011
Si	13.596	13.61	15.171	-0.003	-0.014	0.004
O	5.061	5.353	26.944	0.179	0.118	0.166
O	3.779	11.861	23.471	-0.055	0.249	-0.202
O	-1.527	6.685	23.574	0.326	-0.265	-0.755
O	-0.673	1.548	23.638	0.036	0.261	-0.7
O	7.886	-3.085	24.796	-0.15	-0.216	-0.183
O	9.548	11.56	25.891	-0.038	0.034	-0.543
O	-0.341	-1.334	27.761	0	-0.178	-0.373
O	8.505	11.866	33.642	0.214	0.218	0.338
O	7.264	0.635	30.301	-0.09	-0.13	0.261
O	3.212	0.893	33.723	0.002	0.198	0.543
O	12.161	8.063	33.017	-0.295	-0.032	0.603
O	4.961	4.588	32.862	-0.293	0.17	0.224
O	13.978	11.835	33.653	-0.114	-0.204	0.19
O	5.861	9.103	33.661	0.052	-0.091	0.462
O	2.86	5.574	22.5	-0.08	-0.147	-0.274
O	7.297	4.971	31.641	0.038	0.037	0.194
O	12.849	3.053	25.817	-0.004	0.127	-0.375
O	11.003	2.743	22.491	-0.152	-0.064	-0.5
O	-0.757	12.457	23.17	-0.086	-0.035	-0.142
O	4.568	-3.331	31.954	0.013	-0.182	-0.179
O	8.52	1.017	33.694	0.004	-0.225	0.634
O	8.025	5.387	22.577	-0.028	-0.062	-0.48
O	12.775	-1.706	27.901	-0.107	-0.091	0.02
O	10.449	6.905	28.694	0.093	0.156	0.036
O	1.85	2.953	32.938	0.219	0.306	0.725
O	6.253	-3.542	27.488	-0.135	0.116	-0.164
O	9.097	10.112	30.464	-0.137	-0.17	0.498
O	-0.416	-3.315	29.642	0.2	0.001	-0.059
O	2.477	9.598	28.518	0.14	0.03	-0.185
O	12.066	6.631	30.792	-0.034	0.259	0.572
O	9.936	12.328	23.313	-0.119	-0.234	-0.424
O	13.399	8.283	25.212	0.185	0.085	-0.205
O	8.135	5.53	28.833	0.038	0.167	0.197
O	2.098	-3.768	32.692	0.01	-0.101	0.368
O	8.056	10.74	22.588	0.233	0.045	-0.212
O	13.969	6.317	33.691	0	0.157	0.664
O	10.002	10.068	27.99	0.236	0.164	0.021
O	10.4	-0.432	32.702	-0.296	-0.02	0.514
O	13.717	0.023	22.645	-0.097	-0.147	-0.628
O	1.441	7.652	24.754	0.143	-0.004	-0.451
O	7.497	7.235	33.03	-0.173	-0.119	0.169
O	10.263	10.145	32.862	0.187	-0.295	0.465
O	10.838	7.9	25.586	0.044	0.041	0.093
O	14.208	3.127	28.095	0.014	-0.169	-0.116
O	5.556	3.3	30.569	0.508	0.187	0.385
O	10.487	-0.528	27.473	-0.188	-0.276	0.098
O	-1.524	4.786	30.129	0.269	0.154	0.315
O	6.119	7.767	26.259	0.268	0.019	-0.003
O	9.538	5.529	32.981	-0.108	-0.086	0.115
O	9.545	3.924	27.353	0.035	0.061	-0.28
O	-1.562	1.311	26.19	0.038	-0.217	-0.158
O	9.081	1.274	23.197	-0.302	-0.125	-0.123
O	11.259	3.734	33.682	-0.115	-0.191	0.637
O	11.101	-1.813	30.585	0.112	-0.024	-0.025
O	7.066	-0.965	23.501	0.075	-0.03	-0.72
O	1.457	3.862	23.696	-0.024	-0.224	-0.676
O	4.931	-0.907	33.084	-0.107	0.142	0.312
O	8.906	6.982	30.88	-0.25	-0.044	0.789
O	6.348	9.125	23.804	0.119	-0.07	-0.889
O	-0.816	10.022	32.675	-0.064	0.17	0.764
O	12.3	0.484	31.008	0.008	-0.019	-0.012
O	0.961	1.157	31.257	-0.011	-0.152	-0.124
O	11.103	4.918	25.413	0.182	-0.031	-0.035
O	1.206	-2.085	23.299	0.237	0.26	-0.166
O	4.13	-1.991	27.936	0.175	0.194	-0.12
O	1.868	10.247	22.689	0.065	0.196	0.007
O	14.025	8.386	31.12	0.199	-0.027	0.348
O	7.461	10.796	28.574	0.004	-0.043	0.199
O	4.648	1.552	23.586	-0.262	0.034	-0.333
O	1.669	8.093	32.629	0.141	0.198	0.619
O	-1.628	10.743	30.156	0.19	-0.277	0.083
O	3.929	10.619	32.849	-0.25	0.045	0.375
O	8.366	8.681	25.425	0.159	0.12	-0.082
O	12.81	4.374	23.458	-0.145	0.144	-0.577
O	10.402	4.614	29.87	-0.065	0.101	0.207
O	3.115	11.343	30.448	0.051	0.297	0.761
O	-1.608	1.502	30.772	0.029	0.044	0.12
O	8.205	-0.836	26.015	-0.232	-0.093	-0.047
O	2.614	12.151	27.967	-0.021	-0.163	0.074
O	10.998	11.888	30.952	0.012	0.136	0.381
O	7.109	1.636	24.781	-0.254	-0.046	-0.262
O	6.743	2.659	32.869	-0.132	-0.261	0.231
O	3.731	7.119	25.569	-0.322	-0.002	-0.446
O	12.25	-2.027	23.275	0.101	-0.112	-0.383
O	8.42	0.936	27.995	-0.281	-0.14	-0.151
O	11.726	9.34	23.478	0.082	-0.101	-0.581
O	-0.349	-2.519	25.386	0.059	-0.121	-0.467
O	0.634	2.62	25.776	0.105	0.171	-0.15
O	12.151	-2.828	32.796	0.122	0.097	0.559
O	11.577	9.284	30.75	0.085	0.133	-0.07
O	11.424	12.282	27.67	-0.231	-0.111	-0.156
O	0.733	5.296	25.865	-0.25	-0.273	-0.247
O	5.253	3.002	25.772	0.078	-0.465	-0.463
O	0.516	-1.898	33.6	0.091	0.166	0.587
O	0.533	0	25.531	0.073	0.126	-0.402
O	1.793	-1.942	29.213	-0.085	-0.155	-0.07
O	1.412	11.921	24.681	-0.052	-0.122	-0.207
O	3.048	2.532	30.498	-0.26	0.001	0.116
O	8.515	2.898	29.645	0.079	0.003	-0.032
O	8.903	3.583	24.788	-0.222	-0.03	-0.473
O	10.459	-2.355	25.202	-0.137	-0.094	-0.35
O	-0.404	-0.832	30.352	-0.32	0.028	0.332
O	9.662	1.295	25.731	-0.121	0.105	-0.453
O	4.838	10.754	28.427	-0.068	0.008	0.019
O	0.002	8.39	22.386	0.186	-0.224	-0.559
O	12.627	1.041	27.64	-0.054	-0.06	0.067
O	0.803	3.799	30.691	0.12	-0.133	0.146
O	6.411	-0.928	28.262	0.273	0.181	-0.163
O	2.805	-0.085	22.68	-0.029	-0.064	-0.261
O	6.359	10.389	26.195	0.136	-0.031	-0.389
O	5.434	-2.757	22.555	0.069	-0.042	-0.533
O	-0.765	7.363	26.149	-0.068	-0.101	-0.431
O	9.548	7.243	23.452	0.131	0.119	-0.36
O	3.207	6.285	33.649	-0.156	-0.043	0.247
O	8.858	6.08	25.816	0.023	0.173	-0.24
O	14.022	12.237	28.012	-0.087	-0.16	-0.146
O	11.869	10.255	26.049	-0.058	-0.108	-0.522
O	6.945	-2.58	32.755	0.188	-0.145	0.423
O	6.179	3.667	23.302	-0.219	-0.049	-0.395
O	9.86	0.589	30.249	0.262	0.059	0.17
O	3.742	7.912	23.115	-0.025	0.078	-0.144
O	1.532	7.335	27.463	0.08	0.077	0.105
O	3.068	9.735	24.96	0.15	0.079	-0.243
O	-1	0.026	32.802	-0.376	-0.253	0.348
O	5.654	-1.401	30.653	0.133	-0.421	0.274
O	5.761	-1.667	25.769	0.022	-0.165	-0.312
O	13.626	5.614	25.649	0.182	0.021	-0.028
O	0.216	8.892	30.55	0.273	0.16	0.238
O	8.172	8.279	28.693	0.195	0.065	-0.16
O	12.942	-3.145	25.673	0.114	0.188	-0.288
O	2.331	7.436	30.034	-0.297	-0.057	0.44
O	4.825	0.922	29.451	-0.107	-0.141	-0.017
O	13.615	10.904	22.505	-0.121	-0.179	-0.214
O	-0.786	4.447	32.744	0.051	-0.06	0.817
O	12.643	5.181	28.676	0.009	-0.138	0.135
O	13.139	2.142	32.858	0.234	-0.103	0.517
O	0.268	6.337	31.264	0.015	0.08	-0.071
O	12.745	3.084	30.341	-0.086	-0.356	0.317
O	13.339	-3.292	30.457	-0.271	0.184	0.465
O	2.888	3.961	26.084	-0.07	-0.065	-0.115
O	1.939	-1.974	26.563	0.077	0.123	-0.429
O	12.336	-0.568	25.538	-0.189	-0.008	-0.469
O	4.143	7.541	28.125	0.038	-0.124	-0.021
O	4.266	3.205	28.242	0.086	-0.039	-0.013

Results
total energy: -101657.663 eV
total energy less fixed offsets of O -438.35, Si -107.03 eV per atom: -4.463 eV
